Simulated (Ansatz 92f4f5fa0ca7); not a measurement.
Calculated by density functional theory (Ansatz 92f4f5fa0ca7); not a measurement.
Periodic cell of 215 atoms, Si132O82B1, from a study of silicon, its oxide and their interface. The atomic structure is a simulated model.
Doubt: the cutoff is far below the 930 eV that the study's wrapper takes by default for these files, so forces and energies are approximate.
This geometry differs little from another in the collection (a relaxation step or a small displacement).

Settings: functional PBE; potential files Ansatz PAW; basis plane waves; wave-function cutoff 580 eV; density cutoff ratio 5; exchange-correlation grid ratio 1; k mesh 1 x 1 x 1, Gamma-centred; self-consistency stop 5e-08 eV per atom in the density residual; occupations fixed; spin none; net charge -1 e, with a uniform compensating background and no finite-size correction.

Cell vectors (angstrom)
a 10.938 0 0
b 0 10.938 0
c 0 0 31.5432

Atoms: element, x, y, z (angstrom)
Si 10.4281 0.5809 24.3762
Si 6.0497 10.5 24.1979
Si 2.1262 3.2525 24.1198
Si 8.6919 2.2576 24.3522
Si 0.5021 5.0608 24.2105
Si 5.0484 5.889 24.2274
Si 3.3942 7.6393 24.2084
Si 7.8319 8.8277 24.0301
Si 1.3411 1.4809 25.4867
Si 6.9233 1.2923 25.5638
Si 4.0293 4.093 25.3581
Si 9.6689 4.0928 25.452
Si 1.5017 6.8071 25.4369
Si 6.8992 6.9424 25.2588
Si 4.2276 9.5298 25.3748
Si 9.5336 9.6384 25.4678
Si 2.7789 0.0044 26.6749
Si 8.2568 -0.0282 27.0019
Si 0.0103 2.7677 26.9588
Si 5.426 2.7204 26.7157
Si 2.7576 5.4018 26.8954
Si 8.2255 5.5233 26.6457
Si 0.0521 8.2351 26.7035
Si 5.5576 8.1902 26.8181
Si 4.0553 1.3806 28.1446
Si 9.6429 1.3484 28.2898
Si 1.4106 4.0624 28.2898
Si 6.835 4.1298 28.0417
Si 4.1563 6.8134 28.1558
Si 9.5993 6.8498 28.0732
Si 1.3777 9.6427 28.121
Si 6.8584 9.5355 28.2443
Si 0.2018 0.1404 29.6957
Si 5.4408 0.004 29.4973
Si 2.6068 2.5509 29.6954
Si 8.1868 2.7688 29.4754
Si -0.013 5.4861 29.5023
Si 5.4899 5.4249 29.517
Si 2.7551 8.2208 29.4479
Si 8.2749 8.1791 29.5457
B 1.3913 1.3499 30.8934
Si 6.8185 1.382 30.8333
Si 4.0807 4.0319 30.8676
Si 9.6057 4.0619 30.8552
Si 1.3734 6.8615 30.8248
Si 6.8721 6.7972 30.8936
Si 4.0414 9.6202 30.8587
Si 9.6573 9.5969 30.8789
Si 2.591 0.13 0.5444
Si 8.1903 0.0015 0.6509
Si 0.1388 2.5821 0.499
Si 5.4727 2.7067 0.7072
Si 2.7154 5.4685 0.6505
Si 8.2457 5.4061 0.7141
Si 0.0379 8.1863 0.7097
Si 5.4495 8.2283 0.6486
Si 4.065 1.3148 2.0037
Si 9.5808 1.3928 1.9552
Si 1.3092 4.0765 1.9692
Si 6.8575 4.0483 2.0661
Si 4.0747 6.8592 2.001
Si 9.6096 6.794 2.0532
Si 1.4029 9.6006 2.0159
Si 6.8238 9.5721 2.0369
Si -0.0511 -0.0136 3.3186
Si 5.4426 -0.0199 3.4429
Si 2.697 2.7263 3.3138
Si 8.2219 2.6757 3.4552
Si -0.007 5.4271 3.4716
Si 5.4503 5.4695 3.3142
Si 2.7423 8.2164 3.4406
Si 8.2211 8.1782 3.3561
Si 1.2847 1.3712 4.631
Si 6.8395 1.2962 4.8673
Si 4.055 4.1134 4.6049
Si 9.5374 4.0534 4.8774
Si 1.3591 6.8617 4.8442
Si 6.8333 6.8003 4.6546
Si 4.1052 9.5581 4.8723
Si 9.5689 9.5634 4.7157
Si 2.6094 0.0413 6.0696
Si 8.2175 -0.1381 6.2385
Si -0.0175 2.6454 6.1791
Si 5.3822 2.7675 6.029
Si 2.7498 5.4306 6.1017
Si 8.0935 5.4341 6.1507
Si -0.0065 8.283 6.1952
Si 5.5637 8.1458 6.1343
Si 3.4745 1.9432 7.1343
Si 10.0172 0.8231 7.4365
Si 1.777 3.6577 7.3172
Si 6.2052 4.5251 7.3485
Si 4.6319 6.3003 7.2266
Si 9.1569 7.189 7.2947
Si 0.8852 10.148 7.4813
Si 7.4073 8.8855 7.4648
O 4.5456 6.5923 8.8627
O 1.4176 3.9858 8.9229
O 9.7312 6.5484 8.727
O 1.2972 10.0959 9.125
O 6.0787 4.2228 9.0011
O 3.7263 1.6048 8.7258
O 7.1293 8.9615 9.1257
O 9.6447 1.0741 9.0487
O 8.2275 2.5383 22.7819
O 11.0061 5.5619 22.6777
O 5.6367 0.1095 22.6826
O 5.2755 5.393 22.6498
O 2.1491 2.8201 22.4987
O 3.3086 7.8444 22.5472
O 8.3796 8.7498 22.4376
O -0.1754 11.2361 22.7797
Si 2.1509 2.9697 12.8799
Si 8.6836 1.3055 10.3334
Si 1.063 4.4996 15.3467
Si 7.5404 5.5778 12.1932
Si 2.409 8.1823 21.245
Si 5.4146 7.7918 12.4563
Si 9.2735 0.4585 15.4911
Si 2.9227 -0.0404 16.6766
Si 10.4631 1.1572 12.5919
Si 7.7598 2.8301 21.271
Si 9.1417 8.786 14.4493
Si 1.4734 4.7774 10.3406
Si 4.4799 9.487 19.169
Si 11.0717 6.1005 21.149
Si 6.6225 10.4464 14.8437
Si 5.3892 0.7343 21.2148
Si 2.3399 9.8119 10.3532
Si 0.4249 10.6409 21.4178
Si 5.8459 5.2551 21.1506
Si 3.6388 7.0862 10.0896
Si 9.0397 5.6868 14.841
Si 3.6579 4.0818 19.1015
Si 10.0245 3.6657 19.3481
Si 4.2626 8.6663 15.3572
Si 0.4549 1.9238 17.1731
Si 6.7923 7.5369 19.2735
Si 5.2577 3.6237 16.7443
Si 7.7834 5.0186 17.5424
Si 6.6652 9.9203 10.3564
Si 4.3762 1.0586 10.0767
Si -0.0276 9.0852 11.8893
Si 9.0999 8.6342 20.9709
Si 4.5529 1.666 14.5816
Si 2.4449 2.0916 21.0769
Si 6.3261 3.3456 10.3459
Si 3.4295 5.915 16.7324
Si 9.8768 6.5333 10.3343
O 0.1105 2.6281 18.6013
O 2.9342 9.6349 15.5942
O 10.8562 4.8056 20.1722
O 7.5742 2.4036 9.9207
O 10.9189 5.3337 10.7784
O 6.5898 6.7335 12.8581
O 10.3242 8.0545 10.7743
O 7.6748 9.4602 13.9928
O 8.4178 6.2127 10.9816
O 5.3495 10.4852 20.1083
O 2.1606 3.739 11.4277
O 7.9768 8.5462 19.7785
O 6.2072 6.7324 20.5699
O 5.5079 2.7175 15.4103
O 1.3032 0.9335 20.7283
O 6.0586 9.0553 11.6173
O 4.6163 4.9871 16.1114
O 6.5967 3.9051 17.6349
O 10.5211 10.6624 11.8125
O 5.5836 0.4983 13.9941
O 8.028 5.1046 15.9483
O 9.7447 9.8202 15.5721
O -0.3985 5.1492 15.1217
O 1.5621 6.843 20.8149
O 1.5091 0.6461 17.1909
O 6.5926 1.7722 20.8281
O 1.0103 1.7896 12.8261
O 3.2357 5.4907 18.3227
O 9.5332 2.008 11.559
O 1.015 3.1097 16.2004
O 8.5664 5.1351 13.3847
O 10.2883 8.5758 13.3045
O 1.4439 9.4068 21.709
O 10.08 9.9346 20.6318
O 3.1676 0.2225 10.8428
O 5.0663 2.3703 10.805
O 1.7369 4.1442 13.9193
O 7.924 10.863 10.8305
O 9.1274 4.4721 18.2541
O 5.6459 9.4916 15.7675
O 5.5311 -0.0298 9.7435
O 3.5886 2.3042 13.3973
O 1.9772 5.6513 16.0431
O 9.7076 1.0567 14.032
O 4.3999 6.9476 11.5136
O 4.7557 4.4984 20.2164
O 9.9611 1.3407 16.6477
O 6.668 4.3172 11.6251
O 5.5804 8.4104 18.6036
O 9.0697 2.7398 20.2961
O 3.6116 1.13 15.7925
O 4.2186 3.0788 17.9079
O 9.9093 7.2164 20.9173
O 3.3554 8.666 9.802
O 3.9377 7.4225 16.3701
O 7.6391 0.4792 15.699
O 8.9285 7.3019 15.0374
O 3.9302 1.4426 21.1795
O 1.5964 9.1457 11.6724
O 2.3122 6.1639 10.184
O 7.3397 6.4614 18.1653
O 7.2112 4.3638 21.1452
O 4.5482 8.2419 13.789
O 3.3313 8.6651 19.9912
O 2.4978 3.2349 19.8852
O 3.7421 10.3639 17.9922

Results
free energy: -130700.121 eV
free energy less fixed offsets of B -154.04, O -568.88, Si -635.61 eV per atom: 2.599 eV

Forces (eV/angstrom), in the order of the atoms: element, x, y, z
Si 0.0196 -0.0301 -0.0461
Si -0.0088 0.01 -0.0476
Si 0.0149 -0.0133 -0.0494
Si -0.0005 -0.0002 -0.0692
Si -0.0045 -0.001 -0.0621
Si 0.0228 -0.023 -0.0511
Si -0.0157 0.0138 -0.0554
Si 0.0139 0.0043 -0.0548
Si -0.0263 0.0054 -0.0015
Si -0.0028 0.0026 0.0051
Si -0.0096 -0.0015 -0.0045
Si -0.0159 0.012 0.0063
Si 0.0023 0.0095 -0.0071
Si -0.0106 -0.0069 0.002
Si -0.0007 0.0037 -0.0028
Si 0.0085 0.0202 -0.0083
Si -0.0028 0.0045 0.0765
Si 0.0083 -0.0205 -0.1682
Si 0.0257 -0.0074 -0.1743
Si -0.0076 0.0178 0.0598
Si 0.0304 0 -0.1059
Si -0.0061 0.0001 0.0564
Si -0.0238 -0.01 0.0646
Si 0.0029 -0.0046 -0.0859
Si -0.0107 -0.0408 -0.0137
Si 0.0139 0.0424 0.2583
Si -0.0148 0.022 0.2543
Si 0.0042 0.008 -0.0576
Si 0.0426 0.0042 0.0927
Si 0.0202 -0.0046 -0.0293
Si 0.039 0.0168 -0.0452
Si -0.066 -0.0515 0.2093
Si -0.0561 -0.0565 -0.0782
Si -0.0093 0.0164 -0.0314
Si 0.0377 0.0244 -0.0779
Si 0.0083 -0.0254 -0.0093
Si 0.0107 0.0038 -0.0408
Si -0.0144 0 -0.0073
Si -0.0364 0.0303 0.0155
Si 0.0026 0.0184 -0.0323
B 0.0405 0.0196 0.0391
Si 0.0065 -0.0289 0.0081
Si -0.0212 0.0171 0.0237
Si 0.0321 -0.0185 -0.0067
Si 0.0123 -0.0227 0.0085
Si -0.0046 0.0132 0.0057
Si 0.0199 0.0044 -0.0121
Si -0.0252 0.0109 0.0227
Si -0.0012 -0.0194 0.0057
Si 0.0236 0.0168 -0.0088
Si -0.0427 0.0299 0.0289
Si -0.0134 -0.0009 -0.0193
Si 0.0076 -0.007 -0.0051
Si -0.0081 0.0056 -0.0094
Si 0.0073 0.0228 -0.0221
Si -0.0114 -0.0113 0.01
Si 0 0.0292 0.0212
Si 0.0168 -0.0542 0.0283
Si 0.0378 -0.0168 0.0052
Si -0.0201 0.0105 0.0345
Si 0.0234 -0.0215 0.0289
Si -0.0157 0.0145 0.0143
Si -0.0106 -0.0015 0.0254
Si 0.0033 0.0008 -0.0054
Si -0.0653 0.0151 -0.1891
Si -0.0107 -0.0176 0.0373
Si -0.0594 -0.0425 -0.2364
Si 0.0115 -0.0174 0.0256
Si -0.0104 -0.007 0.0486
Si -0.0103 0.0431 -0.2109
Si 0.0185 0.006 0.019
Si 0.0332 0.0139 -0.1087
Si 0.0225 -0.0109 0.1496
Si 0.0117 0.007 -0.0559
Si 0.0432 0.0211 0.1573
Si 0.0022 0.0138 -0.0481
Si -0.015 0.0091 -0.049
Si -0.0057 -0.007 0.1215
Si -0.0114 0.0039 -0.0496
Si 0.0016 -0.0059 0.0718
Si -0.0028 0.0296 0.0043
Si -0.0019 0.0042 -0.0071
Si -0.0079 -0.0084 -0.0245
Si -0.0264 0.0005 0.0218
Si 0.0003 0.0052 -0.0125
Si -0.0019 0.0169 0.0072
Si -0.0091 0.0008 0.01
Si -0.0014 -0.0048 -0.0045
Si 0.0481 -0.0554 0.0274
Si -0.0169 0.0008 0.0663
Si -0.0099 0.0262 0.0778
Si 0.0156 -0.0319 0.0561
Si -0.0073 0.0354 0.0645
Si 0.0209 -0.0221 0.0408
Si 0.0247 -0.0092 0.0508
Si -0.0061 -0.0025 0.0583
O 0.0231 -0.0224 -0.0421
O 0.002 -0.0223 -0.0566
O -0.0136 0.0136 -0.0325
O -0.0304 0.0099 -0.0452
O -0.0053 0.024 -0.048
O -0.0194 0.0285 -0.0097
O 0.0216 -0.0155 -0.0403
O 0.0265 -0.0088 -0.0459
O 0.0121 -0.0163 0.0524
O 0.0081 -0.0162 0.0466
O 0.0178 -0.0214 0.0383
O -0.02 0.0158 0.0445
O -0.0111 0.0255 0.0472
O 0.024 -0.0162 0.0457
O -0.0277 0.0048 0.0437
O -0.0207 0.0224 0.0335
Si 0.0009 -0.0142 -0.025
Si -0.0147 0.0111 -0.0097
Si -0.0011 -0.0002 0.0042
Si -0.0037 0.0075 -0.0363
Si -0.0106 0.0111 0.0135
Si 0.0025 0.0006 -0.0289
Si -0.0077 -0.0082 0.0036
Si -0.0062 0.0024 0.0062
Si 0.0119 -0.0042 -0.0266
Si 0.004 0.0136 0.0078
Si -0.0146 0.0095 -0.0124
Si 0.0091 0.0089 -0.0063
Si -0.0015 0.002 0.0318
Si 0.0016 0.0006 0.0116
Si 0.0081 0.0027 -0.0121
Si -0.0176 0.0014 0.0128
Si 0.0129 -0.0046 -0.0179
Si 0.0142 -0.0033 0.0309
Si 0.0064 -0.002 0.0045
Si -0.0276 0.0039 -0.0146
Si 0.0082 0.0065 -0.0011
Si -0.0057 0.0076 0.0265
Si 0.0037 -0.0056 0.034
Si -0.0026 0.0084 0.0039
Si 0.0018 -0.0052 0.0201
Si -0.005 -0.0031 0.0351
Si -0.002 0.0028 0.0209
Si -0.0043 -0.0099 0.0261
Si -0.0206 0.0192 -0.0145
Si 0.0046 -0.0006 -0.0346
Si -0.0079 0.011 -0.0323
Si 0.0097 -0.0021 0.0179
Si 0.0014 -0.0058 -0.0098
Si 0.0087 -0.0053 0.0202
Si 0.0105 -0.0214 -0.0141
Si -0.0024 0.0002 0.0171
Si -0.0009 0.0026 -0.0092
O -0.0072 0.0072 -0.0149
O 0.0022 -0.0039 0.0066
O 0.0058 0.0181 -0.0113
O 0.0047 0.0094 0.0327
O 0.0029 0.002 0.0146
O 0.0011 0.0009 0.0118
O -0.0024 -0.0139 0.0153
O 0 -0.0044 0.0113
O 0.01 0.0011 0.0166
O 0.0054 0.0163 -0.0101
O -0.0067 0.0159 0.002
O 0.0116 0.0012 -0.0115
O -0.0047 -0.0094 -0.0165
O 0.0022 -0.0007 0.0003
O -0.0003 -0.0073 -0.0207
O 0.0074 0.0148 0.0025
O -0.0005 -0.0011 -0.0038
O 0.0038 0.0034 -0.0176
O 0.0019 -0.0067 0.0196
O -0.001 -0.0014 0.0136
O -0.001 -0.001 -0.0028
O 0.0044 -0.0028 -0.002
O -0.0056 0.0007 0.0027
O -0.0036 0.0002 -0.0207
O -0.002 0.0007 -0.0111
O 0.001 -0.0012 -0.0194
O -0.0038 -0.0028 0.0193
O 0.004 -0.0028 -0.0133
O -0.017 -0.0043 0.0019
O 0.0003 0.0011 -0.0077
O -0.009 -0.0009 0.0051
O 0.0104 -0.0027 0.0028
O -0.004 0.0039 -0.0289
O -0.0032 -0.005 -0.0201
O 0.0042 0.0009 0.0225
O -0.0029 -0.0068 0.018
O 0.0003 -0.0044 0.0068
O -0.0091 -0.0023 0.0145
O 0.0073 -0.0052 -0.0107
O -0.0029 -0.0039 -0.0022
O 0.0108 -0.0056 0.0176
O -0.0064 0.0051 0.0125
O 0.0009 -0.0036 -0.0079
O 0.0078 0.0061 -0.0026
O -0.0071 -0.0037 0.004
O 0.0193 0.008 -0.008
O 0.003 0.0001 -0.0091
O -0.0033 -0.0116 0.0062
O 0 -0.0006 -0.0146
O -0.0186 -0.0042 -0.011
O 0.0013 0.0045 0.0001
O -0.003 -0.0051 -0.0106
O 0.0015 0.0007 -0.0235
O 0.0002 -0.0031 0.0223
O 0.0022 0.0021 -0.0088
O 0.0011 0.0029 0.0005
O 0.0015 -0.0044 0.0017
O 0.0058 0.0003 -0.0257
O 0.0026 0.0077 0.0089
O 0.0079 -0.0039 0.0255
O -0.0026 0.0119 -0.0108
O -0.0038 -0.0089 -0.0216
O 0.007 -0.0052 -0.0024
O -0.0105 -0.0097 -0.0119
O -0.004 -0.014 -0.011
O 0.0092 -0.0061 -0.0042

The program warned: the cutoff lies below the one the program advises for these potential files; the forces do not sum to zero within the program's tolerance; the exchange-correlation potential is rough where the density is thin.
